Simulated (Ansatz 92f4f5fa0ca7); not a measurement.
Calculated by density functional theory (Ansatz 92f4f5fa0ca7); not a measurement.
Periodic cell of 240 atoms, Si148O92, from a study of silicon, its oxide and their interface. The atomic structure is a simulated model.
Doubt: the cutoff is far below the 930 eV that the study's wrapper takes by default for these files, so forces and energies are approximate.

Settings
functional: PBE
potential files: Ansatz PAW
basis: plane waves
wave-function cutoff: 580 eV
density cutoff ratio: 5
exchange-correlation grid ratio: 1
k mesh: 1 x 1 x 1, Gamma-centred
self-consistency stop: 5e-08 eV per atom in the density residual
occupations: fixed
spin: none
net charge: 0

Cell vectors (angstrom)
a, 11.6015, 0, 0
b, 0, 10.938, 0
c, 0, 0, 33.2185

Atoms: element, x, y, z (angstrom)
Si, 0.1566, 0.0596, 24.2466
Si, 4.2189, 0.1714, 24.2489
Si, 7.8174, -0.0118, 24.7627
Si, 2.1414, 1.3892, 24.1341
Si, 6.1015, 1.5635, 24.5807
Si, 9.762, 1.3001, 24.533
Si, 0.2306, 5.4176, 24.7298
Si, 3.8667, 5.6852, 24.5031
Si, 7.8854, 5.5933, 24.4638
Si, 1.9153, 7.0218, 24.6076
Si, 5.9174, 6.8841, 24.3487
Si, 9.9142, 6.7764, 24.5669
Si, 2.1025, 2.627, 26.2886
Si, 5.8967, 2.9046, 26.4685
Si, 9.7603, 2.6917, 26.4634
Si, 0.1455, 3.9767, 26.5296
Si, 3.9182, 4.2212, 26.4104
Si, 7.879, 4.2133, 26.4354
Si, 2.0522, 8.4109, 26.4498
Si, 5.8641, 8.1767, 26.3773
Si, 9.8375, 8.2114, 26.4542
Si, 0.0981, 9.7445, 26.3461
Si, 4.0287, 9.7331, 26.29
Si, 7.8389, 9.4901, 26.5663
Si, 0.0547, 0.0379, 28.3801
Si, 3.9557, 0.0139, 28.3504
Si, 7.774, 0.0081, 28.4172
Si, 2.0182, 1.3788, 28.3451
Si, 5.8625, 1.418, 28.3563
Si, 9.7018, 1.3704, 28.4086
Si, 0.0955, 5.461, 28.3867
Si, 3.8843, 5.4892, 28.3972
Si, 7.8052, 5.514, 28.4039
Si, 1.9894, 6.908, 28.3454
Si, 5.8269, 6.8484, 28.3658
Si, 9.7709, 6.8478, 28.3883
Si, 1.9336, 2.7345, 30.3192
Si, 5.8008, 2.7345, 30.3192
Si, 9.6679, 2.7345, 30.3192
Si, 0, 4.1018, 30.3192
Si, 3.8672, 4.1018, 30.3192
Si, 7.7343, 4.1018, 30.3192
Si, 1.9336, 8.2035, 30.3192
Si, 5.8008, 8.2035, 30.3192
Si, 9.6679, 8.2035, 30.3192
Si, 0, 9.5708, 30.3192
Si, 3.8672, 9.5708, 30.3192
Si, 7.7343, 9.5708, 30.3192
Si, 0, 0, 32.2528
Si, 3.8672, 0, 32.2528
Si, 7.7343, 0, 32.2528
Si, 1.9336, 1.3673, 32.2528
Si, 5.8008, 1.3673, 32.2528
Si, 9.6679, 1.3673, 32.2528
Si, 0, 5.469, 32.2528
Si, 3.8672, 5.469, 32.2528
Si, 7.7343, 5.469, 32.2528
Si, 1.9336, 6.8362, 32.2528
Si, 5.8008, 6.8362, 32.2528
Si, 9.6679, 6.8362, 32.2528
Si, 1.9336, 2.7345, 0.9679
Si, 5.8008, 2.7345, 0.9679
Si, 9.6679, 2.7345, 0.9679
Si, 0, 4.1018, 0.9679
Si, 3.8672, 4.1018, 0.9679
Si, 7.7343, 4.1018, 0.9679
Si, 1.9336, 8.2035, 0.9679
Si, 5.8008, 8.2035, 0.9679
Si, 9.6679, 8.2035, 0.9679
Si, 0, 9.5708, 0.9679
Si, 3.8672, 9.5708, 0.9679
Si, 7.7343, 9.5708, 0.9679
Si, -0.0631, -0.0321, 2.9326
Si, 3.8052, -0.0158, 2.8805
Si, 7.6714, -0.016, 2.8975
Si, 1.868, 1.3333, 2.8385
Si, 5.7456, 1.3652, 2.9407
Si, 9.6001, 1.3708, 2.9061
Si, -0.0373, 5.4632, 2.8784
Si, 3.8109, 5.4309, 2.926
Si, 7.6468, 5.4259, 2.9437
Si, 1.8854, 6.8385, 2.9604
Si, 5.736, 6.8215, 2.9139
Si, 9.5975, 6.7713, 2.8311
Si, 1.8119, 2.6472, 4.7639
Si, 5.7132, 2.6235, 4.987
Si, 9.5261, 2.8281, 4.7875
Si, -0.0794, 4.0948, 4.8
Si, 3.7846, 4.0193, 4.8642
Si, 7.5415, 4.1602, 4.9901
Si, 1.8037, 8.0986, 5.0241
Si, 5.6471, 8.1734, 4.8691
Si, 9.5547, 8.1079, 4.7478
Si, -0.1346, 9.5089, 4.8876
Si, 3.7145, 9.5171, 4.7766
Si, 7.6351, 9.514, 4.8
Si, -0.3033, -0.0176, 6.7852
Si, 3.6792, -0.1114, 6.6999
Si, 7.7922, -0.0726, 6.7111
Si, 1.7323, 1.1821, 6.6183
Si, 5.7455, 1.063, 6.8595
Si, 9.5193, 1.4897, 6.6639
Si, -0.186, 5.3526, 6.7785
Si, 3.7584, 5.2965, 6.8331
Si, 7.4173, 5.7164, 6.8728
Si, 1.8102, 6.5658, 6.9882
Si, 5.4539, 7.0037, 6.9121
Si, 9.532, 6.7443, 6.669
O, 7.138, 5.1069, 8.4191
O, 5.3406, 8.0937, 8.2478
O, 8.2132, 9.9425, 8.0638
O, 3.3247, 9.792, 7.9892
O, 9.4359, 2.4639, 8.0317
O, 3.7342, 4.1067, 8.0594
O, 1.7348, 2.2696, 7.8673
O, 9.7397, 7.7225, 7.9946
O, 10.9172, 10.0999, 8.2317
O, 11.2901, 4.3337, 8.1128
O, 5.9319, 1.6749, 8.4332
O, 1.9983, 7.0131, 8.6098
O, 7.4961, 9.9577, 23.4309
O, 2.1085, 2.4292, 22.7749
O, 5.9722, 7.8189, 22.9408
O, 4.8105, 10.2063, 22.9292
O, -0.002, 9.9844, 22.8892
O, 0.6902, 4.5662, 23.3531
O, 9.3771, 2.3615, 23.2974
O, 3.4936, 4.6021, 23.2889
O, 6.6484, 2.3748, 23.1917
O, 8.0066, 4.6688, 23.0728
O, 1.4066, 7.7579, 23.1684
O, 10.2589, 7.7046, 23.2184
Si, 10.1626, 8.4674, 17.025
Si, 4.3553, 9.1318, 9.0764
Si, 8.0441, 3.0914, 22.6891
Si, 11.1711, 0.3195, 13.3951
Si, 5.1842, 13.0031, 16.7673
Si, 4.7713, 11.1554, 14.3505
Si, 8.9681, 1.9095, 20.1392
Si, 0.3197, 8.4633, 14.5636
Si, 10.3612, 7.8863, 19.8272
Si, 9.1632, -0.0726, 15.5174
Si, 8.8407, 7.8577, 11.2306
Si, 8.4114, 3.8179, 13.6871
Si, 1.5484, 3.9667, 15.2294
Si, 3.7141, 6.5461, 17.71
Si, 6.5699, 6.1382, 14.4337
Si, 3.1822, 8.7249, 15.6492
Si, 5.0861, 1.159, 9.7433
Si, 0.1326, 6.7734, 12.0673
Si, 1.933, 4.4788, 11.341
Si, 2.38, -3.7712, 10.1922
Si, -0.117, 2.8247, 18.6766
Si, 0.0052, 8.3758, 22.5672
Si, 2.3492, -9.0579, 13.2626
Si, 19.6292, -0.9469, 20.2208
Si, 2.0468, 4.7546, 19.5614
Si, 9.5811, 9.2187, 8.6105
Si, 10.2653, 3.9741, 16.1276
Si, 10.2338, 3.4966, 9.0142
Si, 6.2403, 5.1329, 17.4208
Si, 3.6882, 5.9691, 14.7325
Si, 6.2071, 9.4, 22.5838
Si, 7.1798, 9.1739, 13.6336
Si, 2.4661, 2.7209, 17.8162
Si, -1.7888, 13.1684, 11.5151
Si, 2.7758, 3.027, 8.8449
Si, 6.9836, 2.7174, 11.5076
Si, 2.0868, 4.0696, 22.6346
Si, 7.5117, 0.7603, 17.8566
Si, -2.6114, 6.0918, 18.0377
Si, 19.3914, 5.1868, 9.9057
O, 6.6482, 9.6012, 21.0116
O, 3.5536, 8.3079, 10.255
O, 10.5564, 2.2348, 19.8865
O, -1.3384, 0.7901, 12.1252
O, 6.6475, 7.7586, 14.259
O, -0.0646, 4.2191, 15.1111
O, 2.4429, 3.193, 12.257
O, 11.0317, -2.4999, 18.4222
O, 11.5177, 8.0023, 20.9682
O, 5.1868, 6.0787, 18.2939
O, 8.2365, 1.9496, 18.6885
O, 7.6336, 5.2189, 18.3029
O, 15.0826, 8.0999, 17.1665
O, 5.0697, -0.4902, 9.8002
O, 8.9709, 3.5555, 15.2041
O, 9.4306, 8.9798, 10.2092
O, 7.9017, 6.6993, 10.5272
O, 0.5183, 5.1682, 11.8626
O, 1.0399, 0.9287, 13.0327
O, 10.9057, 7.8729, 15.6988
O, 5.7387, 1.7646, 11.1205
O, 2.0578, 2.5098, 14.7272
O, 16.9683, 12.4105, 15.2422
O, 2.5452, 6.1417, 18.8059
O, 7.6885, -0.6661, 18.639
O, 4.0378, -0.8601, 15.3592
O, 9.2933, 4.601, 9.7613
O, 8.0774, 11.7616, 16.3242
O, 1.0029, 7.6337, 10.966
O, 3.5303, 7.5758, 14.5266
O, 10.6223, 2.8705, 17.2789
O, 1.8053, 3.8065, 9.8776
O, 2.9025, 5.8129, 11.0342
O, 13.9695, 5.0857, 14.3323
O, 15.2148, 1.8531, 9.625
O, 8.2321, 3.0125, 21.0712
O, 3.6089, 1.8533, 17.1162
O, 7.1677, 2.8559, 13.1483
O, 5.7331, -7.3391, 17.0472
O, 0.5043, 4.2885, 19.1474
O, 10.1298, 7.0799, 11.9138
O, 10.3058, 11.7516, 14.7232
O, 8.8033, 7.5853, 17.3356
O, -0.2899, 9.6432, 13.5976
O, 1.6014, 9.0556, 15.3872
O, 1.8788, 3.8844, 16.8136
O, 6.8734, 4.2325, 10.8796
O, 3.0847, 3.5662, 19.0756
O, 9.9448, 5.3278, 16.9608
O, 3.7528, 5.6666, 16.3307
O, -5.6472, 10.2909, 13.5621
O, 5.9274, 1.06, 17.8015
O, 5.0839, -5.3755, 13.9657
O, 9.9093, -0.9081, 16.6953
O, 7.8024, 16.2979, 13.6543
O, 8.7485, 0.4188, 20.799
O, 0.6037, -3.7275, 13.5655
O, 8.3164, -8.9519, 10.8938
O, 9.0908, -2.1623, 20.3392
O, 7.8768, 8.729, 12.224
O, 10.8346, 2.651, 10.3048
O, 3.6838, 0.9143, 13.3021
O, 12.785, 1.8477, 18.3721
O, -1.9528, 3.4419, 12.6493
O, 6.6793, 5.8452, 16.0225
O, 8.3766, -1.0942, 14.5212
O, 9.7603, 6.3802, 19.4787
O, 2.0888, 4.7806, 21.1682

Results
free energy: -146401.420 eV
free energy less fixed offsets of O -568.88, Si -635.61 eV per atom: 5.820 eV

Forces (eV/angstrom), in the order of the atoms: element, x, y, z
Si, -0.1686, -0.4339, -0.3648
Si, 0.3215, -0.1441, -0.2768
Si, 0.0245, -0.3586, -0.0598
Si, 0.0297, 0.3403, -0.4305
Si, 0.1122, 0.2801, -0.0778
Si, -0.2174, 0.2383, -0.1139
Si, 0.1279, -0.2649, 0.0211
Si, -0.0492, -0.1097, -0.1148
Si, 0.1326, -0.3061, -0.2014
Si, -0.1287, 0.1725, 0.0464
Si, -0.1177, 0.2312, -0.2777
Si, -0.0237, 0.1674, -0.1829
Si, -0.036, 0.2668, 0.1662
Si, 0.0551, 0.1817, 0.0923
Si, -0.0129, 0.175, 0.1412
Si, -0.0611, -0.1623, 0.0283
Si, 0.0046, -0.1195, 0.1353
Si, -0.0729, -0.2294, 0.0249
Si, -0.0382, 0.1844, 0.0785
Si, 0.0142, 0.2648, 0.096
Si, -0.0242, 0.1537, 0.0974
Si, -0.0168, -0.2597, 0.1635
Si, -0.0384, -0.1315, 0.1744
Si, -0.0107, -0.1684, 0.0856
Si, 0.0114, 0.1145, -0.1546
Si, -0.025, 0.0661, -0.057
Si, 0.0062, 0.035, -0.015
Si, 0.052, -0.0984, -0.1431
Si, -0.0494, -0.0294, -0.0099
Si, 0.0492, -0.0983, -0.0257
Si, -0.013, 0.0377, 0.0054
Si, 0.0402, 0.0927, -0.0197
Si, 0.0244, 0.1331, -0.1332
Si, 0.023, -0.0573, -0.0093
Si, 0.0214, -0.1225, -0.112
Si, -0.0143, -0.0791, -0.0015
Si, 0.0873, 0.022, -0.2272
Si, 0.0753, 0.1145, -0.0553
Si, -0.0044, 0.1036, 0.0595
Si, 0.1649, 0.0512, 0.0666
Si, -0.0547, 0.0423, 0.0261
Si, 0.0512, 0.046, 0.0081
Si, 0.0003, 0.1318, -0.0301
Si, 0.0068, 0.0619, -0.0809
Si, 0.158, 0.032, -0.0131
Si, 0.0734, 0.0216, -0.1235
Si, 0.1332, 0.0491, -0.2512
Si, -0.0423, 0.009, 0.1711
Si, 0.0047, 0.1145, -0.043
Si, -0.0103, 0.0739, -0.0505
Si, 0.0097, -0.0285, 0.0136
Si, 0.0159, -0.0656, -0.0519
Si, -0.0215, -0.1038, 0.0324
Si, 0.0033, -0.0047, 0.0325
Si, -0.0176, 0.0016, 0.0016
Si, 0.0087, 0.0443, 0.0124
Si, 0.0036, 0.1038, 0.0114
Si, -0.0016, -0.1306, 0.0173
Si, 0.0055, -0.1141, 0.0076
Si, -0.0059, 0.0293, -0.0076
Si, -0.0924, 0.0612, -0.3041
Si, -0.0488, -0.0338, 0.2133
Si, -0.0448, -0.0575, -0.0152
Si, 0.022, -0.1068, -0.0938
Si, -0.0635, -0.048, 0.042
Si, -0.1174, -0.1201, 0.191
Si, 0.0214, -0.007, 0.353
Si, -0.0866, -0.0014, 0.1195
Si, -0.0989, -0.035, -0.2075
Si, -0.1098, -0.0857, 0.13
Si, 0.005, -0.1007, -0.1907
Si, -0.0496, -0.0218, -0.0281
Si, -0.0478, 0.082, 0.0634
Si, -0.0446, 0.1662, 0.0807
Si, -0.0404, 0.103, 0.0297
Si, 0.0499, -0.135, 0.0423
Si, 0.0189, -0.0981, 0.0564
Si, -0.0338, -0.0819, 0.0585
Si, -0.0122, 0.121, 0.1055
Si, 0.0292, 0.0703, 0.1061
Si, -0.0817, 0.1104, 0.0359
Si, -0.0361, -0.09, 0.0763
Si, -0.0103, -0.1279, 0.0522
Si, 0.0375, -0.1011, 0.203
Si, 0.0021, 0.23, -0.0239
Si, -0.0161, 0.1305, -0.1668
Si, 0.0133, 0.1907, -0.1559
Si, 0.0284, -0.2302, -0.2004
Si, 0.0508, -0.2385, -0.279
Si, 0.1412, -0.1361, -0.1496
Si, 0.0319, 0.1649, -0.0674
Si, -0.0926, 0.3225, -0.2709
Si, -0.0381, 0.2338, -0.1172
Si, 0.0312, -0.2173, -0.1308
Si, 0.0971, -0.1905, -0.134
Si, 0.1144, -0.2862, -0.0599
Si, 0.1109, -0.2317, 0.3649
Si, -0.2354, -0.2819, 0.0359
Si, -0.0964, -0.3281, 0.1979
Si, 0.0888, 0.3059, 0.1384
Si, 0.1442, 0.1807, 0.5163
Si, 0.0678, 0.4623, 0.1948
Si, -0.15, -0.4758, 0.3732
Si, -0.2952, -0.5688, 0.3225
Si, -0.0079, -0.1123, 0.3627
Si, 0.1354, 0.1601, 0.4776
Si, 0.1631, 0.4771, 0.4371
Si, -0.0399, 0.3072, 0.0943
O, -0.0353, 0.0971, -0.3841
O, 0.1369, -0.398, -0.4377
O, -0.2004, 0.1415, -0.3357
O, -0.0339, 0.0878, -0.29
O, -0.0906, -0.17, -0.1996
O, 0.1923, 0.2919, -0.2778
O, -0.1085, -0.0174, -0.1264
O, 0.038, -0.102, -0.1122
O, 0.2079, 0.1483, -0.3688
O, 0.2286, 0.2937, -0.3513
O, -0.0598, -0.0594, -0.3823
O, -0.1, -0.153, -0.4604
O, -0.0395, -0.0234, 0.0115
O, -0.0005, -0.3539, 0.376
O, -0.0338, -0.2112, 0.3518
O, -0.3146, 0.1256, 0.2918
O, 0.1137, 0.3469, 0.3925
O, 0.0725, -0.0684, -0.038
O, 0.176, -0.0503, 0.1521
O, 0.0758, -0.0471, 0.068
O, -0.1305, -0.0358, 0.1815
O, -0.1004, 0.1452, 0.247
O, 0.1724, -0.005, 0.1458
O, -0.088, 0.0071, 0.1874
Si, 0.0639, 0.025, 0.0363
Si, -0.0307, 0.159, 0.3452
Si, -0.0544, -0.064, -0.3141
Si, -0.02, 0.0328, -0.0784
Si, 0.0462, -0.0799, 0.0257
Si, 0.0148, 0.0054, -0.0297
Si, 0.0726, -0.212, -0.2178
Si, -0.1357, -0.1141, -0.0763
Si, -0.184, 0.0349, -0.2356
Si, 0.0432, -0.066, 0.0438
Si, 0.0581, -0.2355, 0.1701
Si, 0.0326, -0.1166, -0.0723
Si, -0.1509, -0.0491, -0.0897
Si, -0.0533, -0.0778, -0.0384
Si, 0.1414, -0.0817, -0.0569
Si, -0.0304, -0.0413, -0.0578
Si, 0.1805, 0.153, 0.2568
Si, -0.0936, -0.0947, -0.1124
Si, -0.1218, 0.1619, 0.1558
Si, -0.1502, -0.1137, 0.4495
Si, -0.0615, -0.0219, 0.0377
Si, -0.0618, -0.2352, -0.2515
Si, -0.079, 0.0416, 0.0201
Si, 0.2671, 0.0087, -0.147
Si, -0.1145, -0.2495, -0.4113
Si, -0.0398, -0.0402, 0.3052
Si, -0.0029, 0.0433, 0.0128
Si, -0.0258, -0.0612, 0.346
Si, 0.1801, 0.039, -0.0637
Si, 0.0042, -0.0435, -0.0351
Si, 0.262, 0.1469, -0.2543
Si, 0.1255, -0.0274, -0.0316
Si, -0.1203, 0.0002, 0.1615
Si, -0.2518, 0.0328, 0.0917
Si, -0.1128, 0.0552, 0.282
Si, 0.2627, 0.0334, -0.0139
Si, -0.1804, 0.2985, -0.0362
Si, 0.1355, -0.0854, 0.0322
Si, 0.0785, 0.0606, 0.0547
Si, 0.0292, -0.0278, 0.4165
O, -0.1824, -0.0428, 0.2816
O, 0.162, 0.1102, -0.2142
O, -0.0566, 0.0084, -0.0165
O, 0.0944, -0.0449, 0.0684
O, -0.0412, -0.0409, 0.0581
O, 0.1199, -0.0171, -0.0138
O, 0.0261, 0.0038, -0.0457
O, -0.0466, -0.031, 0.0104
O, 0.1723, 0.0236, 0.2962
O, -0.0276, 0.0197, -0.0479
O, 0.0311, 0.0617, 0.0658
O, -0.1206, -0.0104, -0.0325
O, 0.0221, 0.0144, 0.0063
O, -0.0183, -0.2031, -0.1284
O, -0.007, -0.0239, 0.0126
O, 0.0805, 0.1389, -0.2631
O, -0.0652, 0.0001, -0.1623
O, 0.1044, -0.0501, -0.0325
O, 0.0299, 0.0378, 0.0425
O, 0.0426, 0.0388, 0.0058
O, -0.2311, -0.1732, -0.2015
O, 0.0041, 0.0186, 0.0751
O, -0.0067, 0.0088, -0.025
O, 0.0117, 0.0504, 0.0355
O, -0.0454, 0.0133, 0.0215
O, -0.0323, -0.0201, 0.0804
O, 0.085, 0.0201, -0.1804
O, -0.0164, 0.0305, 0.0158
O, 0.0978, -0.0022, -0.1321
O, -0.0058, 0.0341, -0.0018
O, 0.0174, -0.0228, 0.0441
O, -0.0056, -0.0358, -0.1862
O, 0.0099, 0.0116, -0.1836
O, 0.0749, 0.058, 0.0282
O, -0.0633, -0.0551, -0.1159
O, -0.1114, 0.1224, 0.2638
O, 0.005, -0.0403, -0.0223
O, 0.0438, 0.0555, 0.0316
O, -0.0465, 0.0354, 0.0401
O, 0.1076, 0.0727, 0.0474
O, -0.0316, 0.0637, -0.0267
O, -0.0018, -0.0241, -0.0106
O, -0.0231, -0.0282, -0.0172
O, 0.0175, 0.0515, 0.0044
O, 0.133, 0.002, 0.0728
O, 0.0438, 0.0476, -0.0349
O, -0.0125, 0.1036, -0.1144
O, -0.0501, 0.0701, 0.0257
O, 0.0138, -0.0063, 0.0465
O, 0.0263, -0.0206, 0.0293
O, -0.0899, 0.0554, 0.0151
O, -0.0827, 0.053, -0.0567
O, -0.081, 0.0027, 0.0205
O, -0.0143, 0.0235, 0.0319
O, -0.0864, 0.0617, 0.0707
O, -0.0104, 0.0232, 0.0779
O, 0.0761, 0.1113, 0.1271
O, 0.007, 0.0167, -0.0034
O, -0.0641, 0.0401, 0.0186
O, -0.0321, 0.0481, -0.015
O, -0.0254, 0.0326, -0.2588
O, 0.0563, -0.0312, 0.0205
O, 0.0718, 0.0691, -0.0806
O, 0.0227, 0.0241, -0.0195
O, -0.0578, 0.0225, 0.0649
O, -0.0661, 0.0053, 0.0008
O, 0.0456, 0.0127, -0.0342
O, 0.0211, -0.0875, 0.2923

The program warned: the cutoff lies below the one the program advises for these potential files; the forces do not sum to zero within the program's tolerance; the exchange-correlation potential is rough where the density is thin.
